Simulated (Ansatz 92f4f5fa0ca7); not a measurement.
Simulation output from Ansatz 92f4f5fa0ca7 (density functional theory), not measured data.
Periodic cell of 273 atoms, Si165O106P2, from a study of silicon, its oxide and their interface. The atomic structure is a simulated model.
Doubt: the cutoff is far below the 930 eV that the study's wrapper takes by default for these files, so forces and energies are approximate.
This geometry differs little from another in the collection (a relaxation step or a small displacement).

Settings: functional PBE; potential files Ansatz PAW; basis plane waves; wave-function cutoff 580 eV; density cutoff ratio 5; exchange-correlation grid ratio 1; k mesh 1 x 1 x 1, Gamma-centred; self-consistency stop 5e-08 eV per atom in the density residual; occupations fixed; spin none; net charge 0.

Cell vectors (angstrom)
a  11.6015  0  0
b  0  13.3963  0
c  0  0  29.8085

Atoms and the computed forces on them: element, x, y, z (angstrom), force x, y, z (eV/angstrom)
Si  11.5466  0.1778  22.8902  -0.0011  -0.0011  -0.0006
Si  3.9133  0.1503  23.0139  -0.0018  -0.0014  -0.0009
Si  7.6658  0.1188  23.1318  -0.0004  -0.001  -0.0008
Si  2.066  3.4501  22.8802  -0.0025  0.0005  -0.0006
Si  5.8967  3.6822  22.9876  -0.0017  0  -0.0008
Si  9.758  3.529  23.0205  0.0004  -0.0001  -0.0006
Si  11.6637  6.8578  23.0577  -0.0029  -0.0017  -0.0007
Si  3.9582  7.0311  23.1725  -0.0014  0.0001  0.0001
Si  7.7942  6.878  23.2231  0  -0.0008  -0.0008
Si  2.0336  10.2355  23.2304  -0.0032  -0.0014  -0.0008
Si  5.8578  10.0938  23.2808  -0.0022  -0.0004  -0.0009
Si  9.8455  10.0861  23.214  -0.0023  -0.0002  -0.0013
Si  11.694  2.3798  23.7484  -0.0014  -0.0001  0.0006
Si  3.9963  2.3992  23.7472  -0.0002  0  0.0003
Si  7.785  2.4109  23.7644  -0.0011  -0.0008  -0.0001
Si  2.0321  5.7042  23.692  0.0011  -0.001  0.0013
Si  5.8344  5.803  23.9757  -0.0012  -0.0003  -0.0003
Si  9.7426  5.7234  23.8861  0.0005  0.0001  0.0016
Si  11.7534  9.0247  24.0148  0.0009  -0.0002  0.0001
Si  3.9043  9.1333  24.1641  0.0005  -0.0016  -0.0001
Si  7.8498  9.0787  24.0024  -0.0001  -0.0002  0.0002
Si  1.9115  12.5049  23.7891  -0.0003  -0.0002  -0.0004
Si  5.7752  12.371  23.9146  -0.0005  -0.0004  -0.0001
Si  9.6802  12.3956  23.7771  -0.0016  -0.0007  0.0006
Si  11.644  2.293  26.1671  -0.0006  -0.0004  -0.0008
Si  3.9162  2.3061  26.1652  -0.0015  -0.0008  -0.0009
Si  7.7592  2.3154  26.1765  -0.0008  -0.0007  -0.0007
Si  1.984  5.6226  26.1388  -0.0024  -0.0005  -0.0011
Si  5.8259  5.6579  26.3158  -0.0008  0.0003  0
Si  9.7179  5.6372  26.2538  -0.0038  -0.0028  -0.0018
Si  11.6678  8.979  26.3427  -0.0022  -0.0005  -0.0003
Si  3.8867  9.0153  26.4538  -0.0022  0.0007  -0.0011
Si  7.7949  9.0011  26.3352  -0.0008  -0.0001  0.0003
Si  1.9264  12.3849  26.195  -0.0007  -0.0003  0
Si  5.8017  12.3318  26.2756  -0.0015  0  -0.0002
Si  9.6868  12.3457  26.1841  -0.0003  0.0004  -0.0004
Si  1.9707  1.1942  27.0132  -0.0008  0.0009  0.0011
Si  5.8301  1.1841  27.0173  0.0002  -0.0003  0.001
Si  9.6915  1.1799  26.9961  -0.0012  -0.0009  0.0006
Si  11.6561  4.5083  27.0096  0.0006  0.0013  0.0027
Si  3.8875  4.5087  27.0306  -0.0012  0.0009  -0.0003
Si  7.7728  4.5203  27.0416  0.0022  0.0018  0.0036
Si  1.9666  7.8148  27.0747  0.001  -0.0025  0.0007
Si  5.8479  7.883  27.0866  -0.0013  -0.0022  0.0001
Si  9.7176  7.8544  27.0698  0.0006  0.0006  0.0016
Si  11.617  11.2405  27.0349  -0.0011  -0.0001  0.0005
Si  3.8493  11.2709  27.0726  0.0003  -0.0021  0.0024
Si  7.7626  11.2387  27.0512  -0.0005  -0.0005  0.0003
Si  1.9336  1.1164  29.4135  0.0671  0.1834  -0.2019
Si  5.8008  1.1164  29.4135  0.0607  0.1342  -0.1659
Si  9.6679  1.1164  29.4135  0.0833  0.1072  -0.249
Si  0  4.4654  29.4135  0.1192  0.0495  -0.1761
Si  3.8672  4.4654  29.4135  -0.0656  0.0463  -0.1383
Si  7.7343  4.4654  29.4135  0.0444  0.0243  -0.0658
Si  1.9336  7.8145  29.4135  0.0134  -0.185  0.2832
Si  5.8008  7.8145  29.4135  0.1117  0.0235  0.4087
Si  9.6679  7.8145  29.4135  0.0776  -0.0091  0.1273
Si  0  11.1635  29.4135  0.0108  0.1611  -0.096
Si  3.8672  11.1635  29.4135  -0.1023  0.2759  0.2191
Si  7.7343  11.1635  29.4135  0.051  0.1849  -0.0515
Si  0  0  0.3944  -0.07  -0.0796  -0.0906
Si  3.8672  0  0.3944  0.0159  -0.148  0.3467
Si  7.7343  0  0.3944  -0.1976  -0.2517  0.0246
Si  1.9336  3.3491  0.3944  0.0863  -0.2138  0.0389
Si  5.8008  3.3491  0.3944  0.0373  -0.0177  -0.1223
Si  9.6679  3.3491  0.3944  -0.0228  -0.049  0.1089
Si  0  6.6981  0.3944  -0.1029  -0.0034  0.027
Si  3.8672  6.6981  0.3944  -0.025  -0.1334  -0.1221
Si  7.7343  6.6981  0.3944  0.043  -0.0326  0.0473
Si  1.9336  10.0472  0.3944  -0.0415  0.0765  -0.0216
Si  5.8008  10.0472  0.3944  0.1189  0.1106  -0.0032
Si  9.6679  10.0472  0.3944  0.0102  -0.0959  -0.1001
Si  11.56  -0.0348  2.7538  -0.0065  -0.0033  -0.0111
Si  3.8539  -0.046  2.8122  -0.0048  -0.0036  -0.0169
Si  7.6731  -0.0878  2.7695  0.0022  -0.0001  -0.0077
Si  1.9722  3.2684  2.7651  0.0027  -0.0041  -0.012
Si  5.8461  3.3274  2.7509  -0.0029  -0.0033  -0.0131
Si  9.6851  3.305  2.7859  0.007  -0.0045  -0.0072
Si  11.5807  6.6526  2.7584  0.0042  0.0002  -0.0022
Si  3.8639  6.6322  2.7435  0.0097  0.004  0.002
Si  7.7505  6.6642  2.7644  0.0007  -0.0004  -0.0047
Si  1.9349  10.0374  2.7685  0.0007  0.0095  -0.0076
Si  5.8261  10.042  2.7692  0.0019  0.0028  -0.0028
Si  9.6849  9.995  2.7528  0.0013  -0.0023  -0.0015
Si  11.6245  2.174  3.5698  -0.0137  0.0059  0.0102
Si  3.9567  2.1896  3.5704  -0.0037  0.0013  0.0334
Si  7.7388  2.134  3.5075  0.0019  0.0002  0.0065
Si  1.905  5.5006  3.4837  -0.012  0.0022  0.0007
Si  5.8192  5.5582  3.5507  -0.0024  0.0051  0.0052
Si  9.6624  5.5325  3.6085  -0.0029  -0.0023  0.0056
Si  11.6194  8.8877  3.5601  -0.0021  -0.0001  0.0022
Si  3.8938  8.8833  3.434  -0.0047  0.0019  0.0011
Si  7.752  8.8915  3.5491  -0.0038  0.001  0.002
Si  1.8673  12.2741  3.6028  0.0024  -0.0111  0.013
Si  5.7528  12.2212  3.7314  -0.0033  -0.0076  0.0043
Si  9.6255  12.2131  3.5251  0.0044  0.0004  0.0055
Si  11.5722  2.0334  5.9364  0.0323  -0.0058  0.004
P  3.8673  2.0785  5.8579  -0.0146  0.0009  -0.0167
Si  7.6559  2.0157  5.8578  0.0064  -0.0113  0.0067
Si  1.8806  5.3588  5.8222  0.0113  0.0051  -0.0001
Si  5.8142  5.4962  5.9218  -0.0151  0.0038  -0.0019
Si  9.6532  5.4496  6.0052  0.0038  0.0046  0.002
Si  11.6418  8.8183  5.9351  -0.002  -0.0022  -0.0041
Si  3.8865  8.8331  5.7514  0.0043  0.0002  -0.0015
Si  7.7655  8.8173  5.9203  0.0017  0.0091  0.0027
Si  1.7292  12.3003  5.9929  0.0127  0.0119  -0.0044
Si  5.6725  12.1369  6.2321  -0.0006  -0.0024  -0.0005
Si  9.5579  12.1097  5.882  -0.0026  -0.0083  -0.0036
P  1.6187  0.9464  7.1989  -0.005  0.0068  0.0276
Si  5.7129  1.0428  6.8939  -0.0019  0.003  -0.0083
Si  9.5978  0.9215  6.6485  -0.0267  0.0129  0.0043
Si  11.5643  4.2516  6.7568  -0.0397  0.0058  -0.0005
Si  3.8751  4.2801  6.486  0.0136  -0.0062  -0.0025
Si  7.7053  4.2127  6.6011  0.0069  -0.0029  0.0104
Si  2.0195  7.6134  6.4921  -0.0081  -0.0028  0.0084
Si  5.8075  7.7655  6.6899  -0.001  -0.0108  -0.0002
Si  9.72  7.7173  6.7442  -0.0104  -0.0074  0.0005
Si  11.4345  11.0214  6.8158  -0.0023  0.0064  -0.0033
Si  3.5721  10.9881  6.6775  -0.0158  0.0081  0.0017
Si  7.7164  10.9867  6.8573  0.0057  -0.0032  0.0017
O  9.8638  7.8954  8.4111  0.002  -0.0004  -0.0034
O  9.5581  0.83  8.3294  -0.0098  0.0012  -0.0107
O  0.5905  0.4197  8.4427  0.0115  -0.022  -0.0551
O  2.9793  10.5472  8.173  0.0023  -0.0065  0.0037
O  5.8017  7.9071  8.3548  0.0003  0.0018  -0.0019
O  5.58  1.2149  8.5769  0.0027  -0.0041  -0.0064
O  3.7928  4.1988  8.1303  -0.0054  0.0047  0.0003
O  7.6201  3.7362  8.2151  0.0011  -0.0025  -0.0007
O  -0.1036  4.2339  8.4339  0.0098  0.0007  -0.0007
O  11.0762  10.9055  8.4537  -0.0035  -0.0067  0.005
O  8.0705  10.7626  8.4941  -0.0006  -0.0013  -0.0041
O  2.307  7.5201  8.1054  -0.0024  -0.0002  -0.0068
O  11.4138  0.201  21.2102  -0.0007  0  0.0018
O  9.7575  3.6261  21.3555  -0.0018  -0.001  0.0009
O  4.1433  7.5351  21.5834  -0.0011  -0.0005  0.0001
O  5.9854  4.1695  21.3723  -0.0012  -0.0001  0.0011
O  5.7417  9.7535  21.6453  -0.0009  -0.0003  0.0004
O  2.1371  3.3695  21.1988  -0.0004  -0.0009  0.0001
O  7.3525  13.4416  21.4925  -0.0015  0  0.0016
O  4.0074  0.1435  21.3497  -0.0006  -0.0002  0.0009
O  7.7336  6.9287  21.5698  -0.0008  -0.0003  0.0008
O  2.1133  10.1719  21.5797  -0.0009  -0.0001  0.0019
O  11.5402  6.973  21.3963  -0.0007  -0.0004  -0.0002
O  10.1762  9.662  21.6236  -0.0009  -0.0004  0.0009
Si  11.5114  6.372  11.291  -0.0023  -0.0006  0.0015
Si  1.5391  10.3442  16.2259  -0.0024  -0.0005  -0.0007
Si  0.0906  3.6036  9.9288  0.008  -0.0059  0.0045
Si  8.0741  12.8523  20.165  -0.0007  -0.0009  -0.0011
Si  2.7209  10.4626  9.7717  0.0022  0  0.0008
Si  2.5625  10.3833  20.0365  -0.001  -0.0008  -0.001
Si  10.344  3.6944  19.8344  -0.0013  -0.0006  -0.0008
Si  0.2077  12.7748  17.0682  -0.0017  -0.0013  -0.0004
Si  10.8062  0.6904  19.7604  -0.0015  -0.0006  -0.0008
Si  3.1129  7.7234  16.2091  -0.0024  -0.0014  0.0001
Si  0.3216  6.4814  19.895  -0.0012  -0.0001  -0.0001
Si  9.3386  2.4845  14.2366  -0.0023  -0.001  -0.0018
Si  2.8015  2.4897  10.9908  -0.0004  -0.0003  -0.0044
Si  5.0918  11.9553  15.3521  -0.0016  0  -0.0008
Si  4.9357  8.6719  20.703  -0.0008  -0.0007  -0.0002
Si  3.559  -0.4127  11.2524  0.0009  0.0041  0.0001
Si  5.5338  8.8565  14.7851  -0.0025  -0.0009  -0.0009
Si  -0.3143  11.2588  10.0426  -0.008  -0.0079  0.0026
Si  9.4495  10.0104  20.2088  -0.0005  -0.0007  0
Si  3.4491  0.0397  19.818  -0.0013  -0.001  -0.0003
Si  7.4146  4.6936  9.5097  -0.0068  -0.0003  0.0008
Si  2.3473  12.3371  14.1506  -0.0012  -0.0013  -0.001
Si  6.1231  0.6154  10.034  -0.0033  0.0012  0.0085
Si  2.7802  2.8891  19.7569  -0.0012  -0.0008  -0.0007
Si  5.6674  4.4128  13.6125  -0.0024  -0.0017  -0.0019
Si  7.4401  0.1759  15.5641  -0.0017  -0.0007  -0.0002
Si  9.572  11.2951  15.1824  -0.0019  -0.0007  -0.0005
Si  1.9385  6.5364  13.5262  -0.0009  -0.0017  0
Si  2.7802  3.4931  13.9713  -0.002  -0.002  -0.0028
Si  11.6872  9.1593  18.3973  -0.0022  -0.001  -0.0006
Si  10.8538  0.7366  9.3303  0.0013  0.0118  0.0086
Si  9.07  7.31  9.7107  -0.0036  -0.0008  0.0002
Si  8.6074  8.5149  14.57  -0.0012  -0.0008  -0.0004
Si  4.7271  7.1435  12.3267  -0.0023  -0.003  -0.0005
Si  2.9517  5.6124  18.7371  -0.0015  -0.0001  -0.0003
Si  2.4537  7.3698  9.6959  0.0016  -0.005  0.0064
Si  6.2244  8.4271  9.8414  -0.0017  -0.0008  0.0047
Si  4.2666  4.7009  9.5926  -0.003  -0.0047  0.0026
Si  9.282  10.4366  12.2654  -0.002  -0.0007  0.0019
Si  5.9321  13.0157  17.9491  -0.002  -0.0002  -0.0008
Si  7.9663  4.916  18.3467  -0.0015  -0.0011  -0.0007
Si  8.2557  5.3611  15.1735  -0.0023  -0.0014  0.0004
Si  7.2716  11.0862  9.9013  -0.0041  0.0021  -0.0002
Si  5.3725  4.1935  19.8538  -0.0013  -0.0005  -0.0009
Si  0.7333  1.4592  15.0004  -0.002  -0.0003  -0.0008
Si  7.5489  7.5116  20.0694  -0.0015  -0.0007  -0.0007
Si  7.5982  2.7761  11.8016  -0.0037  -0.002  -0.0043
O  3.3892  6.033  9.9962  -0.0054  0.0061  -0.0003
O  1.8968  2.6239  15.0464  -0.0016  -0.001  0.0013
O  -0.8061  12.82  10.3226  -0.0053  0.0005  0.0035
O  8.3644  8.8833  19.8338  -0.001  -0.0012  0.0003
O  2.407  1.3001  19.5093  -0.0018  -0.0006  0.0002
O  8.123  5.2549  16.7777  -0.002  -0.0005  -0.0002
O  2.7346  11.9716  19.6809  -0.0017  -0.0005  0.0002
O  7.0992  8.7227  15.1462  -0.0019  -0.0005  0.0005
O  1.2462  0.1517  14.1488  -0.0019  -0.0008  -0.0001
O  4.3565  3.7654  14.3825  -0.0015  -0.0001  0.0006
O  4.1274  3.3752  10.5685  -0.0016  0.001  0.0015
O  10.9084  2.0453  14.427  -0.002  -0.0009  0.0003
O  11.3101  4.753  11.0364  -0.0031  -0.0011  -0.0027
O  10.8006  11.9745  16.03  -0.0023  -0.0004  0.0006
O  8.8742  6.8657  14.7453  -0.0026  -0.0007  -0.0003
O  1.6534  3.242  10.1394  -0.0066  0.0012  0.0003
O  8.3703  5.9511  9.1744  0  -0.0013  -0.0021
O  11.1381  2.2871  19.5139  -0.0016  -0.0008  0.0005
O  5.3222  7.6029  10.8934  -0.0011  0.0004  -0.0012
O  11.4057  7.5841  18.7816  -0.0013  -0.0006  0.0003
O  7.8267  8.255  10.175  -0.0018  0.0004  0.0005
O  10.068  7.0769  10.9796  -0.0001  -0.0012  0.0016
O  9.1696  4.0716  14.6768  -0.0022  -0.0002  0.0003
O  8.8147  11.4614  20.5107  -0.0014  -0.0007  0.0005
O  10.5098  10.3296  11.1673  0  -0.0039  -0.0015
O  8.3212  12.198  15.7252  -0.0024  -0.0009  0.0002
O  4.424  2.8693  19.7947  -0.0012  -0.0003  0.0002
O  4.6458  0.2203  18.7261  -0.0013  -0.0008  -0.0003
O  10.4634  10.0849  18.9429  -0.001  -0.0004  0.0002
O  6.7784  0.6669  16.9968  -0.0017  -0.0014  0.0005
O  0.4626  6.712  12.8109  -0.0027  -0.0006  -0.0009
O  0.9785  7.0221  10.2637  -0.0009  0.0005  -0.0018
O  3.0895  7.1369  12.5139  -0.0019  -0.0001  0
O  3.9383  9.5437  19.7575  -0.0011  -0.0008  0.0002
O  6.7345  5.1405  14.6063  -0.0012  -0.0006  0.0007
O  0.5088  0.8871  16.5116  -0.0021  -0.0014  0.0008
O  1.5122  11.7646  17.0812  -0.0017  -0.0007  0.0003
O  5.3389  8.281  13.2908  -0.0015  -0.0001  0.0007
O  2.992  12.3762  12.6544  -0.002  -0.0012  0.0005
O  6.3818  3.1774  12.821  -0.0025  0.0004  0.0016
O  2.7625  9.2968  16.564  -0.0015  -0.0009  0.0002
O  5.9952  7.8862  19.7474  -0.0014  -0.0007  0.0004
O  1.9428  6.3826  19.759  -0.0009  -0.0006  -0.0002
O  1.4359  9.6814  19.1226  -0.0009  -0.0004  0.0005
O  9.4366  9.6634  15.4511  -0.0014  -0.0009  0
O  2.9329  8.8802  10.2181  -0.0036  -0.0016  -0.0011
O  8.859  9.0007  12.9989  -0.0024  -0.0022  0.0005
O  2.1077  7.291  14.9709  -0.0014  -0.0007  0.0006
O  9.1287  3.8623  18.7723  -0.001  -0.0006  0.0004
O  4.6844  7.8627  15.776  -0.0021  -0.0009  0
O  7.186  1.6126  10.7487  -0.0004  0.0003  0.0014
O  8.1046  6.3569  19.0845  -0.0016  -0.0002  0.0007
O  5.8451  5.1053  9.6139  0.0032  -0.0004  -0.003
O  6.9748  -0.9335  19.0519  -0.0011  -0.0007  0.0007
O  10.8897  2.1799  10.1257  -0.0037  0.0018  -0.0018
O  8.9159  2.348  12.6604  -0.0013  0.0001  0.0009
O  9.6756  11.4438  13.5274  -0.0007  -0.0007  -0.0001
O  6.5574  4.1869  18.7402  -0.0013  -0.0009  0.0003
O  5.9995  10.0442  9.9687  -0.0019  -0.0003  -0.0006
O  1.2606  10.9575  10.3044  0.0081  -0.0005  -0.0001
O  5.1167  10.4378  14.7497  -0.0017  -0.0013  0.0007
O  1.6664  10.884  14.6429  -0.0019  -0.0012  0.0003
O  11.3457  13.0638  18.6024  -0.0014  -0.0002  -0.0001
O  5.4189  11.8217  16.9539  -0.002  -0.0008  0.0005
O  8.056  11.015  11.3392  -0.0033  0.0007  -0.0002
O  11.2976  5.0017  19.6288  -0.0014  -0.0008  0
O  8.3312  1.4383  15.0307  -0.0024  -0.0011  0.0006
O  2.4062  4.0328  18.6013  -0.0015  -0.001  0.0005
O  3.7009  11.6426  10.3399  -0.0016  -0.0023  -0.0015
O  9.1719  0.5672  19.7022  -0.0016  -0.0006  0.0004
O  2.6697  2.6265  12.6011  -0.0025  -0.0003  0.0022
O  3.6057  12.6032  15.1606  -0.0017  -0.0005  0.0008
O  7.9706  4.0813  10.9019  -0.0008  -0.0011  -0.0022
O  5.0404  0.2891  11.2236  -0.0035  -0.0028  0.0032
O  4.4152  5.4804  19.4651  -0.0014  -0.0011  -0.0003
O  6.1589  13.0232  14.6614  -0.002  -0.0009  0.0005
O  3.0095  6.5449  17.3673  -0.0011  -0.0012  0.0007
O  2.6748  0.8723  10.6926  -0.0012  -0.0045  0.0029
O  0.2632  9.4289  16.7794  -0.0012  -0.001  0.0009
O  5.1947  5.6023  12.5968  -0.0021  -0.0002  0.0008
O  2.0882  4.9422  13.7752  -0.0025  -0.0001  0.0006
O  6.8146  12.6103  9.6503  0.0007  -0.0062  -0.0029

Results
free energy: -166684.534 eV
free energy less fixed offsets of O -568.88, P -755.39, Si -635.61 eV per atom: 3.176 eV

The program warned: the cutoff lies below the one the program advises for these potential files; the forces do not sum to zero within the program's tolerance; the exchange-correlation potential is rough where the density is thin.
